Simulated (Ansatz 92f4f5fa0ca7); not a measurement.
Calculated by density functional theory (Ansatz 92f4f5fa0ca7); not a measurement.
Periodic cell of 210 atoms, Si128O78B4, from a study of silicon, its oxide and their interface. The atomic structure is a simulated model.
Doubt: the cutoff is far below the 930 eV that the study's wrapper takes by default for these files, so forces and energies are approximate.
This geometry differs little from another in the collection (a relaxation step or a small displacement).

Settings: functional PBE; potential files Ansatz PAW; basis plane waves; wave-function cutoff 580 eV; density cutoff ratio 5; exchange-correlation grid ratio 1; k mesh 1 x 1 x 1, Gamma-centred; self-consistency stop 5e-08 eV per atom in the density residual; occupations fixed; spin none; net charge 0.

Cell vectors (angstrom)
a	10.938	0	0
b	0	10.938	0
c	0	0	31.1454

Atoms and the computed forces on them: element, x, y, z (angstrom), force x, y, z (eV/angstrom)
Si	10.4158	0.5287	23.7003	-0.0051	0.0041	-0.0117
Si	6.0402	10.2857	23.8386	0.025	-0.006	-0.0173
Si	2.2979	3.1603	23.7225	-0.0342	-0.0014	-0.0154
Si	8.618	2.3911	23.7524	0.0012	-0.0092	-0.0144
Si	0.7268	5.0546	23.7965	0.0008	-0.0255	-0.0182
B	4.7148	6.1429	24.5221	0.0054	0.0068	-0.0165
B	3.5273	7.4526	24.5339	0.0129	0.0044	-0.0208
Si	7.6806	8.4526	23.7857	0.0012	0.0278	-0.0214
Si	1.302	1.4074	25.0013	0.008	-0.0012	0.0078
Si	6.9022	1.2817	24.9986	-0.0094	-0.0004	0.0067
Si	4.152	4.2033	24.8644	0.0251	-0.0512	0.001
Si	9.7089	4.14	24.9592	-0.0015	0.0102	0.0095
Si	1.6449	6.8829	25.0232	-0.0796	0.0028	-0.0051
Si	6.6128	6.72	25.0282	0.0201	-0.0253	0.0075
Si	4.0904	9.3783	24.9019	-0.0161	0.0306	-0.0043
Si	9.5193	9.5452	24.9147	0.0012	-0.0114	0.0071
Si	2.7488	-0.0456	26.2665	0.0056	0.0053	0.0053
Si	8.2482	-0.038	26.4062	0.0016	0.0003	0.0001
Si	-0.0006	2.7496	26.4228	0.003	0.0016	0.0001
Si	5.4759	2.739	26.271	-0.0061	-0.0008	0.0015
Si	2.8025	5.4112	26.4377	0.0325	0.0395	0.0152
Si	8.2026	5.456	26.2966	0.0064	0.0051	0.007
Si	0.0469	8.1899	26.2769	-0.002	0.0016	0.0067
Si	5.4638	8.2006	26.449	-0.0145	-0.0129	0.0275
Si	4.1018	1.3673	27.7271	-0.0357	-0.0485	-0.7465
Si	9.5708	1.3673	27.7271	0.0788	-0.0135	0.4376
Si	1.3673	4.1018	27.7271	0.021	-0.1729	0.6841
Si	6.8362	4.1018	27.7271	0.1087	-0.1555	-0.474
Si	4.1018	6.8362	27.7271	0.1194	-0.1159	0.8916
Si	9.5708	6.8362	27.7271	0.0375	0.0664	-0.6441
Si	1.3673	9.5708	27.7271	0.0119	0.0428	-0.4935
Si	6.8362	9.5708	27.7271	0.1851	0.1964	0.574
Si	0	0	29.0944	0.0016	0.0696	-0.0121
Si	5.469	0	29.0944	0.0584	0.0053	-0.0267
Si	2.7345	2.7345	29.0944	-0.0682	0.046	-0.012
Si	8.2035	2.7345	29.0944	-0.0502	-0.0938	-0.0114
Si	0	5.469	29.0944	0.0727	0.0383	-0.0426
Si	5.469	5.469	29.0944	-0.0628	0.1163	0.0216
Si	2.7345	8.2035	29.0944	-0.0499	-0.1194	-0.0104
Si	8.2035	8.2035	29.0944	-0.0217	0.0162	-0.0156
Si	1.3673	1.3673	30.4616	0.026	-0.0295	-0.0026
Si	6.8362	1.3673	30.4616	-0.0216	0.0178	0.0187
Si	4.1018	4.1018	30.4616	0.0567	-0.0615	-0.0406
Si	9.5708	4.1018	30.4616	0.0019	-0.0056	-0.0112
Si	1.3673	6.8362	30.4616	-0.0332	0.0548	0.0193
Si	6.8362	6.8362	30.4616	0.1159	-0.0453	-0.0046
Si	4.1018	9.5708	30.4616	0.0021	0.0303	-0.0039
Si	9.5708	9.5708	30.4616	0.0167	-0.0136	-0.045
Si	2.7345	0	0.6835	-0.0556	-0.0264	0.0159
Si	8.2035	0	0.6835	0.0485	-0.0418	-0.0211
Si	0	2.7345	0.6835	0.0447	-0.0234	0.0002
Si	5.469	2.7345	0.6835	-0.0895	0.0668	0.02
Si	2.7345	5.469	0.6835	0.0089	-0.0686	-0.0157
Si	8.2035	5.469	0.6835	-0.0516	0.0786	0.0323
Si	0	8.2035	0.6835	-0.0795	-0.0021	0.0244
Si	5.469	8.2035	0.6835	-0.0772	-0.0396	-0.0033
Si	4.1018	1.3673	2.0507	0.0908	-0.0074	0.0822
Si	9.5708	1.3673	2.0507	-0.1269	-0.0676	-0.0122
Si	1.3673	4.1018	2.0507	-0.038	0.0549	-0.0358
Si	6.8362	4.1018	2.0507	0.0792	-0.0986	0.0146
Si	4.1018	6.8362	2.0507	-0.0713	0.0124	-0.0089
Si	9.5708	6.8362	2.0507	0.0862	-0.0154	0.0255
Si	1.3673	9.5708	2.0507	0.0396	-0.0266	0.0388
Si	6.8362	9.5708	2.0507	0.0393	0.0352	0.0596
Si	0	0	3.418	-0.1013	0.0517	0.2884
Si	5.469	0	3.418	-0.1089	0.0613	-0.3904
Si	2.7345	2.7345	3.418	-0.1083	0.0934	0.7666
Si	8.2035	2.7345	3.418	-0.0039	0.1204	-0.7517
Si	0	5.469	3.418	0.2865	0.0809	-0.8098
Si	5.469	5.469	3.418	-0.2057	0.1036	0.5617
Si	2.7345	8.2035	3.418	0.2608	0.0192	-0.5333
Si	8.2035	8.2035	3.418	-0.2841	-0.06	0.6
Si	1.2911	1.3999	4.8501	0.0102	0.0149	-0.0017
Si	6.8094	1.4348	4.7708	0.0791	0.0723	0.0446
Si	4.1044	4.1177	4.8983	0.0005	-0.0005	-0.0019
Si	9.576	4.1125	4.6795	-0.0041	-0.0125	-0.0053
Si	1.3851	6.8146	4.7039	0.002	0.0017	0.0076
Si	6.8018	6.8271	4.8825	0.0109	0.0075	-0.0005
Si	4.1033	9.5673	4.7403	0.0031	0.0046	0.0103
Si	9.5194	9.6223	4.8276	0.0061	-0.0031	-0.0016
Si	2.6704	-0.0758	6.0967	-0.0042	0.0069	-0.0085
Si	8.2106	0.1761	6.2153	-0.0044	-0.1031	0.0143
Si	-0.2574	2.6801	6.208	0.0025	-0.0236	-0.0234
Si	5.5021	2.7488	6.3193	-0.0411	0.0356	0.0142
Si	2.6396	5.509	6.2327	-0.0009	-0.0118	-0.0011
Si	8.04	5.1701	6.1145	-0.0053	0.0449	-0.0155
Si	-0.09	8.0643	6.0135	-0.0096	0.0035	-0.0069
Si	5.4218	8.2966	6.2636	-0.0009	-0.0065	-0.0035
Si	4.4473	0.8354	7.3649	-0.0092	-0.0291	0.0057
B	8.7547	2.0712	6.626	-0.0198	0.035	-0.0072
Si	0.7131	4.5569	7.3424	-0.0043	0.0155	0.0153
B	7.4524	3.2618	6.627	-0.0249	-0.0667	-0.0096
Si	3.5161	7.4055	7.4655	-0.0145	-0.0012	0.0016
Si	9.9122	6.205	7.1941	0.0184	0.0024	0.0151
Si	1.6296	9.0631	7.293	-0.0011	-0.0076	0.0115
Si	6.3087	10.2702	7.3891	-0.0249	-0.0029	-0.0012
O	3.9472	0.7876	8.962	0.0015	0.0052	0.0036
O	6.578	10.3734	9.0466	0.005	-0.0007	0.0014
O	0.8383	9.631	8.6541	0.001	0.0006	-0.0007
O	3.9398	7.0912	9.0444	0.001	0.0004	-0.0041
O	9.7274	6.6643	8.7725	-0.0011	0.0018	0.0027
O	0.9605	4.4687	8.9899	-0.0009	-0.0006	0.0015
O	7.9559	3.1615	22.3771	-0.0018	0.0009	-0.002
O	0.1415	11.0796	22.2228	-0.0004	-0.0028	-0.0005
O	0.5402	5.6946	22.2624	0.0023	0.0048	0.0047
O	2.5725	2.531	22.1872	0.0045	0.0015	0.0018
O	5.8516	-0.1845	22.2684	-0.0035	-0.0016	-0.0009
O	8.0661	7.8151	22.2815	-0.0017	-0.0023	0.0053
Si	10.9732	9.1868	13.948	-0.0015	0	-0.0041
Si	5.8843	8.1101	16.3595	-0.0001	-0.0011	-0.0028
Si	9.1406	0.9376	19.1097	-0.0023	-0.0004	-0.0015
Si	3.2333	7.0837	17.5136	-0.001	-0.0017	-0.0024
Si	2.2679	4.5499	18.9364	0.0011	-0.0018	-0.0027
Si	0.7046	2.3978	14.5201	-0.0012	-0.0019	-0.004
Si	7.1411	5.7353	11.5593	0	-0.0023	-0.0053
Si	8.6414	3.1613	20.8937	-0.0005	0.0004	-0.0002
Si	5.4888	3.3165	11.9815	-0.0006	-0.0001	-0.006
Si	1.227	3.649	10.361	-0.0017	0.0004	-0.0076
Si	2.4364	0.731	18.2687	-0.0018	-0.0008	-0.002
Si	2.9168	9.3425	19.6927	-0.0031	-0.0009	-0.0026
Si	5.9583	3.5433	16.1106	-0.0006	-0.0006	-0.0025
Si	3.1053	2.2704	20.6753	0.0022	-0.0017	0.0001
Si	7.272	5.9376	14.5939	-0.0022	-0.0012	-0.0061
Si	6.1603	1.2053	14.2707	-0.0004	-0.0009	-0.0041
Si	9.9653	4.7772	15.5936	-0.0013	-0.0006	-0.0027
Si	8.3516	3.628	18.0282	-0.0015	-0.0012	-0.0008
Si	10.7062	1.4719	11.6891	-0.0012	-0.0019	-0.0056
Si	3.9904	9.981	14.6279	-0.0013	-0.0007	-0.0035
Si	3.5847	1.5222	10.3607	-0.0006	-0.0012	-0.0089
Si	6.7945	9.3651	10.2994	-0.0018	-0.0013	-0.0023
Si	5.0821	-0.2187	20.8518	0.0021	0	0.0023
Si	0.5295	9.5699	10.238	-0.0014	-0.0018	-0.008
Si	2.4514	10.0525	12.191	-0.0014	-0.0003	-0.0039
Si	8.8768	7.8635	20.8616	0.0016	-0.0048	-0.0008
Si	7.2388	9.5383	18.8382	-0.0015	0.0005	-0.0042
Si	8.4219	10.6645	12.7984	-0.0003	-0.0001	-0.0036
Si	3.0367	5.3648	12.3548	-0.0012	-0.0019	-0.0052
Si	10.7663	5.2887	20.8575	-0.0029	-0.0003	0.0003
Si	9.1551	7.4034	10.0773	0.0025	-0.0055	-0.0085
Si	1.4655	6.6032	14.8619	0	-0.0022	-0.0048
Si	4.6996	7.2052	10.4755	0.0003	-0.0017	-0.004
Si	2.887	3.0521	16.4742	-0.0014	-0.0006	-0.0041
Si	1.1447	10.6469	16.0037	-0.0016	-0.0004	-0.0022
Si	0.0701	10.2816	20.8077	0.0019	-0.0018	0.0025
O	7.8256	8.2557	9.6996	-0.0031	-0.0017	0.0028
O	9.9734	9.0485	20.9678	0.0023	0.0024	0.0001
O	8.1017	4.0441	19.6086	-0.0015	-0.0006	-0.0007
O	4.8103	7.2219	17.1769	-0.0014	-0.0005	0.0013
O	11.0052	9.5131	15.5576	-0.0006	-0.0007	0.0025
O	9.3478	4.5586	17.1056	-0.0014	-0.0012	0.0009
O	3.1831	1.5744	17.0974	-0.0012	-0.0014	0.0026
O	4.0402	9.4207	20.8873	-0.001	-0.0014	-0.0004
O	0.7334	1.9613	12.946	-0.0002	0.0001	0.0038
O	8.4913	1.5845	20.4726	-0.0006	-0.0003	0.0009
O	3.2679	3.7439	19.9672	-0.0006	-0.0014	-0.0005
O	0.936	5.1604	19.6581	0	-0.0001	-0.0021
O	3.1121	0.479	11.5494	-0.0026	-0.0023	0.003
O	2.3651	7.2084	16.1149	-0.0014	-0.0009	0.002
O	6.0164	2.2773	13.0865	-0.0002	-0.0027	0.0027
O	8.4045	10.5975	18.4613	-0.0011	-0.0015	0.0019
O	6.6491	9.0588	17.4137	-0.001	-0.0015	0.0014
O	5.0614	8.9675	15.2647	-0.0004	-0.0013	0.0014
O	6.1628	10.4102	19.6847	-0.0029	-0.0007	0.0003
O	3.6393	6.7017	11.6164	-0.0022	-0.0015	0.0014
O	0.6203	7.6566	13.904	-0.0009	-0.0016	0.002
O	10.3015	8.4661	10.6186	-0.0009	0.0012	0.0003
O	10.3806	3.3831	14.841	-0.0014	-0.0002	0.0019
O	4.727	0.4629	14.4045	-0.002	-0.0015	0.0008
O	1.9353	9.1072	10.9652	-0.0001	-0.0012	0.0031
O	9.4719	9.505	13.3502	-0.0013	-0.0012	0.002
O	2.6559	10.2165	15.5319	-0.0014	-0.001	0.001
O	4.4259	1.2975	20.7105	-0.0027	0	-0.002
O	6.0103	6.2338	10.4928	0.001	-0.0012	0.0003
O	2.0412	1.5446	19.6373	-0.0009	-0.0014	0.0002
O	3.4904	10.5168	18.6972	0.0003	-0.0015	0.0012
O	4.898	2.4057	10.7651	-0.0015	0.0016	0.0036
O	0.5122	1.0701	15.4051	-0.0009	-0.0021	0.0021
O	2.3539	2.5248	10.0591	0	-0.0005	0.0045
O	4.2824	4.2989	12.5199	-0.001	-0.0013	0.0017
O	6.3615	4.6522	14.9931	-0.0009	-0.0015	0.0025
O	2.7236	8.0909	18.6944	-0.0004	-0.0006	0.0008
O	8.8497	5.5418	14.6832	0.0001	-0.0016	0.0018
O	5.3376	8.709	10.7203	0.0011	0.0004	0.0018
O	6.8664	4.122	11.5742	-0.0012	-0.0019	-0.0007
O	6.9036	6.3564	13.0599	-0.0015	0.0003	0.0057
O	0.1874	0.1697	10.7488	-0.0018	0.0009	0.0017
O	6.8276	3.7514	17.4656	-0.001	-0.001	0.0014
O	1.1677	-0.0616	17.6105	-0.0011	-0.0013	0.0011
O	10.1567	3.7749	21.0791	-0.0025	-0.0036	-0.0013
O	6.3854	2.0387	15.6476	-0.0008	-0.0012	0.0025
O	9.2369	1.0612	12.2844	-0.0019	-0.0017	0.0016
O	7.8202	8.2417	19.6631	-0.0011	-0.0017	-0.0002
O	1.8579	3.7005	17.5844	-0.0013	-0.001	0.002
O	1.797	4.6867	11.5052	0.0001	-0.0009	0.0035
O	4.3519	3.7449	16.3341	-0.0013	-0.0008	0.0012
O	2.145	3.04	15.01	-0.001	-0.0015	0.0017
O	1.5059	9.636	20.4248	-0.0015	-0.0005	0.001
O	7.4861	10.0848	11.5896	-0.0011	-0.0012	0.0023
O	10.5665	0.3792	19.6367	-0.0003	-0.0008	0.0005
O	3.5605	9.3756	13.1677	-0.001	-0.0019	0.002
O	10.7791	2.8299	10.7586	-0.0011	-0.0023	0.0046
O	9.6313	6.436	20.5336	-0.0019	0.0004	-0.0021
O	6.9746	7.186	15.59	-0.0018	-0.0004	0.0015
O	1.0913	10.1807	13.1507	-0.0019	-0.0007	0.0024
O	7.4127	0.1872	14.003	-0.002	-0.0008	0.0021
O	0.3751	5.6804	15.6445	-0.0011	-0.0011	0.0015
O	9.0961	2.1511	18.0057	-0.0006	-0.0012	0.0009
O	2.4533	5.7995	13.8272	-0.0037	0.0013	0.0048
O	8.6512	6.2229	11.1162	-0.0032	-0.0011	0.0019
O	3.1977	5.6875	18.301	-0.0011	0.0001	0.0007

Results
free energy: -126348.078 eV
free energy less fixed offsets of B -154.04, O -568.88, Si -635.61 eV per atom: -1.198 eV

The program warned: the cutoff lies below the one the program advises for these potential files; the exchange-correlation potential is rough where the density is thin.
